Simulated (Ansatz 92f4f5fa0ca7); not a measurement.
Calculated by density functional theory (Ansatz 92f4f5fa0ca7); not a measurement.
Periodic cell of 216 atoms, Si132O76H8, from a study of silicon, its oxide and their interface. The atomic structure is a simulated model.
Doubt: the cutoff is far below the 930 eV that the study's wrapper takes by default for these files, so forces and energies are approximate.
This geometry differs little from another in the collection (a relaxation step or a small displacement).

Settings: functional PBE; potential files Ansatz PAW; basis plane waves; wave-function cutoff 580 eV; density cutoff ratio 5; exchange-correlation grid ratio 1; k mesh 1 x 1 x 1, Gamma-centred; self-consistency stop 5e-08 eV per atom in the density residual; occupations fixed; spin none; net charge 0.

Cell vectors (angstrom)
a  10.938  0  0
b  0  10.938  0
c  0  0  31.3073

Atoms: element, x, y, z (angstrom)
Si  10.5935  0.3701  23.8432
Si  5.9836  10.4384  23.967
Si  2.2126  3.2826  23.9305
Si  8.7071  2.1699  23.8622
Si  0.4502  5.094  23.8255
Si  4.9536  5.99  23.9481
Si  3.2423  7.7091  23.9494
Si  7.6908  8.7192  23.9551
Si  1.3144  1.4436  25.1514
Si  6.9276  1.2989  25.174
Si  4.0418  4.1669  25.1538
Si  9.6142  4.0532  25.0508
Si  1.4207  6.7913  25.1549
Si  6.7741  6.8986  25.1558
Si  4.1588  9.524  25.1582
Si  9.5407  9.6174  25.1346
Si  2.7342  0.0109  26.4564
Si  8.2342  -0.0136  26.5978
Si  -0.025  2.7587  26.5627
Si  5.4764  2.7339  26.4511
Si  2.7259  5.4674  26.5961
Si  8.2041  5.4585  26.4319
Si  0.0016  8.2022  26.4586
Si  5.4645  8.207  26.5989
Si  4.1018  1.3673  27.889
Si  9.5708  1.3673  27.889
Si  1.3673  4.1018  27.889
Si  6.8362  4.1018  27.889
Si  4.1018  6.8362  27.889
Si  9.5708  6.8362  27.889
Si  1.3673  9.5708  27.889
Si  6.8362  9.5708  27.889
Si  0  0  29.2563
Si  5.469  0  29.2563
Si  2.7345  2.7345  29.2563
Si  8.2035  2.7345  29.2563
Si  0  5.469  29.2563
Si  5.469  5.469  29.2563
Si  2.7345  8.2035  29.2563
Si  8.2035  8.2035  29.2563
Si  1.3673  1.3673  30.6235
Si  6.8362  1.3673  30.6235
Si  4.1018  4.1018  30.6235
Si  9.5708  4.1018  30.6235
Si  1.3673  6.8362  30.6235
Si  6.8362  6.8362  30.6235
Si  4.1018  9.5708  30.6235
Si  9.5708  9.5708  30.6235
Si  2.7345  0  0.6835
Si  8.2035  0  0.6835
Si  0  2.7345  0.6835
Si  5.469  2.7345  0.6835
Si  2.7345  5.469  0.6835
Si  8.2035  5.469  0.6835
Si  0  8.2035  0.6835
Si  5.469  8.2035  0.6835
Si  4.1018  1.3673  2.0507
Si  9.5708  1.3673  2.0507
Si  1.3673  4.1018  2.0507
Si  6.8362  4.1018  2.0507
Si  4.1018  6.8362  2.0507
Si  9.5708  6.8362  2.0507
Si  1.3673  9.5708  2.0507
Si  6.8362  9.5708  2.0507
Si  0  0  3.418
Si  5.469  0  3.418
Si  2.7345  2.7345  3.418
Si  8.2035  2.7345  3.418
Si  0  5.469  3.418
Si  5.469  5.469  3.418
Si  2.7345  8.2035  3.418
Si  8.2035  8.2035  3.418
Si  1.3993  1.4341  4.8146
Si  6.8865  1.3876  4.7777
Si  4.0563  4.0539  4.8099
Si  9.559  4.0662  4.7971
Si  1.4142  6.8485  4.7896
Si  6.8448  6.8833  4.7914
Si  4.0572  9.5291  4.8003
Si  9.5242  9.548  4.7657
Si  2.7371  0.0143  6.1743
Si  8.2009  -0.0115  6.1689
Si  0.0016  2.7716  6.2463
Si  5.4873  2.6989  6.1598
Si  2.6835  5.4262  6.2271
Si  8.2094  5.4803  6.134
Si  0.0257  8.2422  6.1016
Si  5.438  8.1895  6.2125
Si  4.6039  0.8614  7.3996
Si  10.0571  0.8622  7.3917
Si  0.8155  4.6273  7.5973
Si  6.4195  4.5186  7.3724
Si  4.6233  6.223  7.3598
Si  9.8856  6.6002  7.3942
Si  0.8712  10.0794  7.3729
Si  6.3408  10.0606  7.4023
H  9.7035  1.146  8.8207
H  1.1933  9.7084  8.7915
H  4.2665  1.2176  8.8195
H  6.6838  9.7472  8.8273
O  9.1255  7.5694  8.5858
O  1.2914  4.1035  9.129
O  4.2467  6.2848  8.9746
O  6.8131  4.1156  8.9602
H  2.8811  8.0586  22.5355
H  5.3035  5.6312  22.5339
H  5.632  10.8052  22.5588
H  8.0357  8.3673  22.5409
O  10.9659  5.7863  22.3414
O  2.7818  2.7514  22.4646
O  7.9564  2.5928  22.4275
O  0.4273  10.6062  22.5012
Si  8.2562  7.3524  19.309
Si  4.7848  8.2024  13.8897
Si  4.423  3.5326  15.0359
Si  4.5971  6.4415  10.5386
Si  1.114  6.2215  14.3946
Si  2.9684  8.5713  11.6824
Si  3.0744  4.5177  12.5889
Si  8.0984  3.2487  20.9568
Si  5.0897  10.3076  16.0931
Si  9.8282  4.0279  14.7427
Si  0.8316  4.0234  10.6966
Si  8.8078  7.3268  10.1662
Si  1.4494  4.6177  18.9671
Si  7.7944  0.2808  15.692
Si  1.5623  10.5627  13.4118
Si  2.5786  1.3046  15.5461
Si  9.2005  0.8454  19.2185
Si  7.4861  8.4137  12.5324
Si  5.2484  6.3054  15.9051
Si  9.3136  11.0276  13.0738
Si  9.2076  2.8171  11.8376
Si  10.1918  5.6745  20.9065
Si  2.6106  9.2858  18.9838
Si  11.0599  2.3462  17.0789
Si  8.0721  6.4562  14.9356
Si  7.2679  4.7622  10.3894
Si  1.3572  8.7441  16.0596
Si  4.636  0.7911  19.3142
Si  2.624  2.3984  20.9023
Si  3.854  6.5473  18.5525
Si  6.4127  4.8419  19.1234
Si  0.6674  10.8133  20.8935
Si  9.3401  8.5827  16.6244
Si  6.2764  2.4315  17.0601
Si  0.4375  7.0511  11.6229
Si  6.7119  9.9195  18.9167
O  9.2265  6.9845  20.5941
O  4.964  5.5863  19.302
O  8.3862  2.0829  19.8689
O  8.9352  1.203  11.934
O  2.5243  5.6367  18.2873
O  7.6232  1.5217  16.7751
O  7.8254  7.0664  13.4237
O  9.3295  4.3  20.9593
O  1.4909  1.2607  20.6432
O  2.0387  3.5477  11.7292
O  10.4481  3.0589  10.7873
O  1.7317  9.6012  14.7279
O  4.5316  7.0598  17.1539
O  5.955  8.8299  12.9427
O  7.5659  5.9557  18.8614
O  3.3473  8.0754  13.1747
O  8.8267  0.7061  14.5134
O  10.1065  10.9885  20.3012
O  0.0915  5.09  14.9065
O  0.3059  5.5496  19.6654
O  7.8007  3.5528  11.376
O  10.9214  10.7342  13.0345
O  6.5588  3.8363  17.8332
O  4.6097  8.9955  15.2833
O  1.5316  7.1643  15.6568
O  5.7795  9.8478  17.5331
O  8.4968  9.6418  12.8516
O  4.5787  4.8469  15.9591
O  5.0423  6.6745  14.331
O  1.4283  9.567  20.1101
O  10.1709  1.4063  18.0526
O  3.4569  10.6759  18.941
O  7.0525  8.4528  19.5705
O  9.266  7.3555  15.5611
O  8.1327  10.6743  18.7105
O  3.6028  5.5661  11.4719
O  10.0853  7.8147  11.0398
O  6.2687  10.9548  15.1638
O  4.276  3.7196  13.4001
O  2.4014  10.0922  12.0467
O  1.2482  1.3052  16.4904
O  4.0778  1.8693  20.3848
O  2.1897  9.0314  17.4247
O  8.2861  9.7622  16.2557
O  7.5726  8.1237  10.9066
O  3.4467  7.9146  19.3968
O  6.7212  4.0133  20.5031
O  6.0587  5.7617  10.9034
O  0.3833  5.5045  11.189
O  9.1689  7.9653  18.1149
O  2.2062  3.7461  20.1085
O  0.7948  3.6109  17.8639
O  10.0826  2.9232  15.904
O  5.8398  10.8267  19.9658
O  5.7156  2.6631  15.5279
O  10.8042  9.2173  16.4716
O  6.8576  6.5427  16.0342
O  2.3456  5.38  13.7593
O  3.0683  2.8456  15.5896
O  0.4332  7.1752  13.2461
O  8.58  5.7175  10.26
O  5.2111  1.6207  18.0152
O  3.7567  0.3191  16.1148
O  2.2159  1.0172  13.9652
O  1.735  7.7851  10.9846
O  8.4346  4.8711  14.876
O  9.7659  3.3294  13.2809
O  4.2919  8.0731  10.8078

Results
free energy: -127262.899 eV
free energy less fixed offsets of H -15.97, O -568.88, Si -635.61 eV per atom: 0.261 eV

Forces (eV/angstrom), in the order of the atoms: element, x, y, z
Si  0.0033  0.0078  0.009
Si  0.0015  -0.0005  0.0029
Si  0.0115  0.0077  0.005
Si  -0.0064  -0.0061  0.0045
Si  -0.0059  -0.0074  0.0044
Si  0.0016  -0.0007  0.0013
Si  -0.0022  -0.0005  0.0024
Si  0.0005  0.0008  0.0045
Si  -0.0063  -0.0038  -0.0016
Si  0.0016  0.0015  -0.002
Si  -0.005  -0.0019  -0.0041
Si  0.0069  0.0038  -0.0029
Si  0.0064  0.0021  -0.0003
Si  -0.0006  -0.0011  -0.0029
Si  -0.0004  0.0009  -0.0016
Si  -0.0058  -0.0033  -0.0019
Si  0.003  -0.0006  -0.0002
Si  -0.0001  0.0001  -0.002
Si  0.0008  -0.0008  -0.0028
Si  0.0017  -0.0013  -0.0004
Si  -0.0011  -0.0007  -0.0026
Si  -0.0031  0.0015  0.0004
Si  0.0009  -0.0008  0.0005
Si  0.0006  0.0001  -0.0022
Si  0.047  0.0216  -0.5101
Si  0.0612  0.1561  0.5224
Si  -0.1303  -0.0629  0.4859
Si  0.0354  0.008  -0.5561
Si  -0.069  -0.0098  0.5611
Si  -0.0208  -0.0843  -0.5875
Si  0.0082  0.0407  -0.5111
Si  0.1011  -0.0186  0.5343
Si  0.015  0.0912  0.0127
Si  0.0676  -0.0084  0.0154
Si  -0.0548  0.0161  -0.0019
Si  0.0402  -0.0599  0.0077
Si  0.0257  -0.0456  0.0274
Si  -0.042  0.044  0.0097
Si  0.0506  -0.0413  0.0089
Si  -0.083  0.025  0.0078
Si  0.0635  -0.0408  0.0051
Si  -0.0232  0.07  -0.0006
Si  0.0224  -0.0442  -0.0063
Si  -0.0657  0.0234  -0.0039
Si  -0.0153  0.0663  -0.0044
Si  0.0678  -0.0221  0.0003
Si  -0.0713  0.0045  -0.0065
Si  0.0153  -0.0639  -0.0114
Si  0.0271  0.0074  0.0314
Si  -0.0156  0.0038  -0.0002
Si  -0.001  0.0021  -0.0041
Si  -0.0059  -0.0156  0.034
Si  -0.0018  0.0001  -0.0041
Si  -0.0037  0.0109  0.0265
Si  -0.0109  0.0105  0.0334
Si  0.0129  -0.0021  -0.0085
Si  -0.0536  0.009  0.0181
Si  0.0127  0.05  -0.0195
Si  0.0423  -0.0063  -0.0108
Si  0.0339  -0.034  0.0258
Si  -0.0323  0.0273  -0.0151
Si  -0.0543  0.0117  0.0187
Si  0.0392  -0.0376  0.0301
Si  0.0097  -0.0487  -0.0128
Si  0.0131  0.2123  0.4384
Si  -0.0191  -0.098  0.3918
Si  -0.0009  -0.0073  -0.4383
Si  0.1124  0.0643  -0.3864
Si  0.0482  -0.0281  0.309
Si  -0.1547  -0.0042  0.4574
Si  0.0355  -0.0999  -0.4105
Si  -0.1166  -0.0616  -0.4947
Si  0.0009  -0.0012  -0.0015
Si  -0.001  -0.0003  -0.0015
Si  0.0026  0.0002  -0.0026
Si  -0.0004  -0.0006  -0.0045
Si  0.0004  -0.0025  -0.002
Si  -0.0013  -0.0019  -0.0012
Si  0.0022  0.0018  0
Si  -0.0011  0.0007  -0.0003
Si  0.0019  0.0001  -0.0011
Si  -0.0005  -0.0008  -0.0014
Si  -0.003  -0.0038  -0.0002
Si  -0.0015  -0.0025  -0.0014
Si  0.0021  0.0011  -0.0004
Si  0.0039  0.0054  0.0012
Si  0.0052  0.0071  -0.0036
Si  0.0008  0.0014  -0.0016
Si  -0.0006  0.0013  -0.0004
Si  0.0004  0.0022  0.0029
Si  0.0025  0.0028  0.0017
Si  -0.0008  -0.0006  0.0001
Si  -0.003  -0.0013  -0.0035
Si  -0.0096  -0.0081  0.0006
Si  0  -0.0004  0.002
Si  0.0005  -0.0008  0.0011
H  -0.0003  -0.0004  -0.0012
H  -0.0003  -0.0003  -0.002
H  0.0002  -0.0003  0.0006
H  0.0001  -0.0002  -0.0006
O  0.0021  -0.0017  0
O  0.0003  0.0003  0.0016
O  0.0044  0.0007  0.0081
O  0.0002  0.0032  0.0043
H  0.0005  -0.0004  0.0012
H  -0.0001  0.0001  0.0012
H  -0.0002  0.0002  0.001
H  -0.0005  0.0002  0.0002
O  0.0009  0.0007  -0.0025
O  -0.0034  0.0002  -0.0103
O  0.0005  -0.0003  -0.0022
O  -0.0004  -0.0013  -0.0033
Si  -0.0005  0.0008  0.0031
Si  -0.0007  0  -0.0008
Si  0.0008  -0.0007  0.0008
Si  -0.0019  -0.0023  -0.0006
Si  0.0001  -0.0015  -0.0002
Si  0.001  0.0012  -0.0012
Si  0.0003  -0.0003  -0.0025
Si  -0.0016  -0.0031  0.0009
Si  -0.0005  -0.0007  0.0001
Si  0.0004  -0.0005  -0.0007
Si  0.0002  -0.0011  -0.0008
Si  -0.0004  0.0024  0.0009
Si  -0.0006  -0.0006  0.0041
Si  -0.0001  0.0002  0.0008
Si  0.001  -0.001  -0.0014
Si  0.0004  -0.0003  0.0003
Si  -0.0015  0.0007  0.0013
Si  -0.0007  -0.0006  -0.0017
Si  0  -0.0007  0.0013
Si  0.0007  0.0001  -0.0019
Si  0.0013  -0.0007  -0.0014
Si  0.0004  0.0018  0.0005
Si  0.0006  -0.0018  -0.0004
Si  0.0002  -0.0008  0.0011
Si  0  -0.0007  -0.0002
Si  -0.0026  -0.0012  -0.0018
Si  0.0014  -0.0004  0.0009
Si  0.0016  0.0004  0.0007
Si  -0.0014  0.0047  0.0054
Si  0.0007  0  0.0025
Si  -0.001  -0.0009  0.0035
Si  0  0  0.0003
Si  -0.0009  0  0.0007
Si  0.0015  0.0002  0.0005
Si  0.0009  -0.001  -0.0015
Si  -0.0001  -0.0011  0.0016
O  0.0008  -0.001  0.0001
O  0.0005  -0.0004  -0.0006
O  0.0006  0.0012  0.0008
O  0.0003  -0.0001  0.0013
O  -0.0005  -0.0006  -0.0008
O  0.0002  0  -0.0009
O  0.0008  0.0002  0.001
O  0.0021  0.0002  -0.0003
O  0.0006  0.0017  0.0009
O  -0.0002  0.0007  0.0005
O  0.0007  0.001  0.0009
O  0.0002  0.0002  -0.0004
O  0.0003  0.0002  -0.0011
O  0.0006  -0.0004  0.0013
O  0.0011  -0.0004  -0.0018
O  0.0004  -0.0004  0.0004
O  0.0006  -0.0007  0
O  0.0034  -0.0003  -0.0001
O  0  -0.0001  -0.0004
O  0.0018  -0.0019  -0.0019
O  -0.001  0.0013  -0.0003
O  -0.0002  0  0.0008
O  0  -0.0012  -0.002
O  0.0006  0  -0.0001
O  0.0004  -0.0006  0
O  0.0004  0  -0.0003
O  0.0001  -0.0003  0.0007
O  0.0003  0.0007  -0.0002
O  -0.0002  -0.0005  -0.0002
O  -0.0002  0.0007  0.0007
O  0.0009  -0.0002  -0.001
O  0.001  0.0008  -0.0005
O  0.0005  -0.001  -0.0006
O  0.0006  -0.0009  -0.0007
O  0.0011  0.0001  -0.0003
O  0.0032  0.0005  -0.0016
O  -0.0012  -0.0014  0.0002
O  0.0006  -0.0006  0.0002
O  0.0005  0  0.0008
O  0.0001  -0.0002  0.0011
O  -0.0004  0.0003  -0.0003
O  -0.0024  0.0007  0
O  0.001  0.0001  0.0012
O  -0.0004  -0.0003  -0.001
O  0.0008  -0.0005  0.0003
O  0.0006  0.0001  -0.0008
O  -0.0004  0.0003  -0.0009
O  0.0003  -0.0015  -0.0007
O  0.0006  -0.001  -0.0002
O  0.0014  -0.0004  0
O  0.0021  -0.0093  0.0009
O  0.0008  0.0004  0.0001
O  0.0012  -0.0005  0
O  -0.0009  0.0005  -0.0003
O  0.0003  -0.0008  -0.0002
O  0.0005  0.0014  -0.0012
O  0.0009  -0.0004  -0.0002
O  0.0003  0.0001  0.0001
O  -0.0002  0  -0.0002
O  0.0005  -0.0004  0.0007
O  0.0005  -0.0003  -0.001
O  -0.0004  -0.0011  0.0014
O  0.0008  -0.0004  -0.0006
O  0.0004  -0.0002  0.0006
O  0.0001  -0.0004  0.0005
O  0.0004  -0.0005  0.0002
O  0.0002  0.0002  0.0012
O  0.0014  -0.0022  0

The program warned: the cutoff lies below the one the program advises for these potential files; the exchange-correlation potential is rough where the density is thin.
